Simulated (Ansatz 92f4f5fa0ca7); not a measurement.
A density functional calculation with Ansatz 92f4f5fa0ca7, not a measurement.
Periodic cell of 462 atoms, Si286O176, from a study of silicon, its oxide and their interface. The atomic structure is a simulated model.
This geometry differs little from another in the collection (a relaxation step or a small displacement).

Settings: functional r2SCAN; potential files Ansatz PAW; basis plane waves; wave-function cutoff 800 eV; density cutoff ratio 5; exchange-correlation grid ratio 1; k mesh 1 x 1 x 1, Gamma-centred; self-consistency stop 1e-10 eV per atom in the density residual; occupations fixed; spin none; net charge 0.

Cell vectors (angstrom)
a	16.3305	0	0
b	0	16.3305	0
c	0	0	29.4886

Atoms and the computed forces on them: element, x, y, z (angstrom), force x, y, z (eV/angstrom)
Si	-0.055	-0.107	0.392	-0.001	0	-0.015
Si	2.843	2.356	0.023	-0.005	0.003	-0.027
Si	-0.282	5.632	0.25	0	-0.003	-0.028
Si	2.559	8.206	0.08	0.001	-0.005	-0.026
Si	0.478	10.579	0.143	0	0.002	-0.029
Si	2.074	14	-0.031	-0.002	-0.004	-0.029
Si	5.14	0.237	-0.042	0.003	-0.002	-0.031
Si	8.031	3.134	-0.087	0.009	0	-0.028
Si	5.572	5.044	0.099	-0.004	0	-0.027
Si	7.869	8.235	0.174	0.005	-0.004	-0.026
Si	5.627	10.413	0.101	-0.003	0.001	-0.024
Si	8.418	13.226	-0.136	-0.002	0.002	-0.026
Si	11.347	-0.23	-0.421	0.012	-0.007	-0.04
Si	14.226	2.184	0.046	0.002	0	-0.03
Si	11.317	5.991	0.103	0.004	0.003	-0.028
Si	14.042	7.97	0.525	-0.004	0.001	-0.022
Si	10.47	10.838	0.032	-0.002	-0.003	-0.025
Si	13.082	13.416	-0.233	-0.01	-0.002	-0.037
Si	1.383	1.293	1.55	0	-0.001	0.001
Si	4.046	3.882	1.405	0.001	0.001	0.001
Si	1.388	6.73	1.464	0	0.001	-0.001
Si	4.087	9.361	1.462	-0.001	0	0
Si	1.387	12.275	1.462	-0.001	-0.001	0.002
Si	3.956	14.949	1.19	-0.002	-0.002	0.003
Si	6.848	1.416	1.163	0.002	0	-0.003
Si	9.628	4.397	1.143	0.002	0	0
Si	6.677	6.683	1.405	0	0	0.003
Si	9.374	9.431	1.504	0.001	-0.001	0.001
Si	6.792	12.146	1.24	0.001	-0.001	0.001
Si	9.608	14.954	0.989	0.002	-0.001	0.002
Si	12.346	1.273	1.147	-0.003	0	0.002
Si	15.014	3.943	1.464	-0.001	-0.001	0.003
Si	12.417	6.953	1.833	0.001	0.001	0.002
Si	15.235	9.577	1.567	0.001	0	0
Si	12.104	12.009	1.321	0.001	-0.001	0.001
Si	14.807	14.641	1.247	-0.004	-0.003	-0.002
Si	0.066	2.7	2.861	0	0	0.001
Si	2.752	-0.105	2.789	0	-0.001	0.001
Si	0.145	8.129	2.902	0.002	0.001	0
Si	2.753	5.335	2.755	0	-0.001	-0.002
Si	-0.106	13.508	2.763	0	0	-0.001
Si	2.802	10.883	2.75	-0.001	-0.001	-0.001
Si	5.5	2.618	2.725	0.002	0	-0.003
Si	8.216	-0.037	2.436	-0.001	-0.001	0
Si	5.41	8.044	2.837	0.001	0	0
Si	8.2	5.456	2.706	0.001	-0.001	0.002
Si	5.4	13.574	2.529	0	0.001	-0.002
Si	8.074	10.878	2.787	0.001	0.001	0.001
Si	10.941	2.785	2.436	-0.004	-0.002	-0.001
Si	13.559	-0.158	2.619	0.001	0.002	-0.001
Si	10.843	8.244	2.916	-0.002	-0.001	0
Si	13.667	5.301	2.885	-0.004	-0.002	-0.002
Si	10.853	13.596	2.582	-0.004	0.001	-0.002
Si	13.623	10.852	2.731	-0.002	0.001	-0.002
Si	1.408	4.051	4.189	0	-0.001	0.001
Si	4.138	1.281	4.102	0	0	-0.001
Si	1.457	9.547	4.18	-0.001	0	0
Si	4.064	6.707	4.166	-0.001	0.001	0.001
Si	1.316	14.896	4.085	0	0	-0.001
Si	4.142	12.255	4.064	0.002	0	0.001
Si	6.842	4.049	4.048	0.001	-0.002	0
Si	9.556	1.372	3.829	-0.001	0.001	0.002
Si	6.761	9.484	4.141	-0.002	-0.001	0
Si	9.489	6.793	4.152	-0.001	0	-0.001
Si	6.818	14.959	3.871	0.001	0.002	0
Si	9.501	12.279	4.034	0.001	0.001	0
Si	12.207	3.972	4.081	-0.003	-0.001	0.001
Si	14.942	1.249	4.027	0	-0.002	-0.001
Si	12.262	9.576	4.175	0.001	0	0.002
Si	15.033	6.749	4.162	0.001	0	0.001
Si	12.2	14.912	4.035	-0.002	0	0
Si	14.905	12.21	4.155	0	-0.001	0.001
Si	-0.01	-0.042	5.44	-0.001	0.002	0
Si	2.784	2.665	5.477	-0.001	0	-0.002
Si	0.043	5.413	5.526	-0.001	0	0
Si	2.763	8.142	5.517	0.002	0	0
Si	0	10.875	5.471	-0.001	0	0
Si	2.725	13.57	5.429	0	0.001	0.001
Si	5.515	-0.07	5.388	0	-0.001	0
Si	8.214	2.658	5.341	0.002	-0.001	0
Si	5.486	5.385	5.467	0.001	-0.003	-0.001
Si	8.147	8.164	5.505	0	-0.001	-0.001
Si	5.44	10.889	5.475	0	-0.001	-0.001
Si	8.131	13.644	5.36	0	-0.002	-0.001
Si	10.848	0.022	5.32	0	0.002	0
Si	13.589	2.626	5.416	-0.001	0.001	0
Si	10.874	5.388	5.435	0.001	-0.002	-0.001
Si	13.624	8.135	5.462	-0.001	0	-0.001
Si	10.88	10.966	5.458	0.001	0.001	0
Si	13.568	13.615	5.47	-0.002	-0.001	0
Si	1.365	1.326	6.8	0.001	0.001	0
Si	4.13	4.042	6.836	-0.001	0	0
Si	1.378	6.796	6.855	0	-0.001	-0.001
Si	4.093	9.534	6.856	0	-0.001	0
Si	1.355	12.246	6.822	0	-0.001	0.001
Si	4.108	14.953	6.762	0.001	0	0
Si	6.847	1.322	6.747	-0.001	0.001	0
Si	9.514	4.025	6.773	-0.001	0	0.002
Si	6.787	6.793	6.847	0	0.001	0.001
Si	9.533	9.558	6.802	0.001	0.001	-0.001
Si	6.816	12.278	6.78	0.001	0.002	0.002
Si	9.488	15.021	6.73	0.001	-0.002	0
Si	12.203	1.317	6.775	-0.001	-0.002	0.002
Si	14.95	4.027	6.785	0.001	-0.002	0
Si	12.248	6.765	6.785	0	0.001	0
Si	14.975	9.517	6.811	0	-0.001	0
Si	12.217	12.292	6.851	0.001	0.001	-0.001
Si	14.964	14.959	6.822	0	0	0.001
Si	0.004	2.705	8.151	-0.001	0	0.001
Si	2.748	-0.023	8.151	0	0	0.002
Si	-0.007	8.16	8.164	0	0	0
Si	2.759	5.436	8.172	-0.001	0	0
Si	0.018	13.623	8.2	0	0	0
Si	2.702	10.892	8.188	0	-0.002	0
Si	5.486	2.66	8.154	-0.001	-0.001	0.001
Si	8.174	0.017	8.171	0	0.001	-0.001
Si	5.439	8.177	8.215	-0.001	0.001	0
Si	8.162	5.393	8.142	0	-0.001	0.001
Si	5.46	13.634	8.153	0	0	0.001
Si	8.167	10.924	8.156	0.001	0	0.003
Si	10.871	2.697	8.167	-0.001	-0.001	0.002
Si	13.586	0	8.145	0.001	0.001	0.001
Si	10.914	8.174	8.124	0	0	-0.001
Si	13.594	5.4	8.155	-0.001	0	0
Si	10.84	13.685	8.145	0	0	0.001
Si	13.623	10.911	8.153	0	0.001	0
Si	1.381	4.076	9.499	0	0	0
Si	4.087	1.341	9.53	0.001	0	0.001
Si	1.34	9.509	9.523	-0.001	0	0
Si	4.063	6.817	9.566	0	0.001	0.001
Si	1.394	14.993	9.566	-0.002	-0.001	0
Si	4.063	12.312	9.495	-0.001	0.002	-0.001
Si	6.815	4.032	9.521	0.001	-0.001	0
Si	9.508	1.379	9.571	0	-0.001	0
Si	6.797	9.577	9.533	0.001	-0.001	0.003
Si	9.545	6.787	9.439	0	-0.001	0.002
Si	6.802	15.008	9.544	-0.001	0.001	0.001
Si	9.492	12.318	9.511	0	0.001	0
Si	12.231	4.057	9.541	0.002	0	0.003
Si	14.942	1.373	9.501	0.001	0	-0.001
Si	12.271	9.548	9.494	0	-0.001	0
Si	14.951	6.8	9.485	0	-0.001	0.001
Si	12.23	15.005	9.518	0	-0.001	-0.001
Si	14.966	12.268	9.545	-0.002	0	0.001
Si	-0.018	0.05	10.863	0	0.002	-0.001
Si	2.708	2.705	10.884	0	0	-0.002
Si	0.031	5.484	10.809	-0.001	-0.002	0
Si	2.694	8.2	10.928	0	0	0.001
Si	-0.008	10.863	10.87	0	0.001	0
Si	2.771	13.647	10.954	0	0	-0.002
Si	5.437	0.02	10.937	0	0	0.001
Si	8.145	2.732	10.971	0	0.001	-0.001
Si	5.409	5.372	10.84	0	0	0.002
Si	8.187	8.139	10.776	0.001	0	-0.003
Si	5.417	11.002	10.855	0.001	0.001	0.001
Si	8.157	13.669	10.93	0	0	0
Si	10.919	0.046	10.903	0	-0.002	-0.001
Si	13.623	2.724	10.915	0	0.001	0.002
Si	10.856	5.453	10.866	-0.002	0	-0.002
Si	13.61	8.165	10.86	-0.001	0.001	0
Si	10.913	10.966	10.796	0.001	0	0
Si	13.592	13.66	10.885	0	0.001	0
Si	1.272	1.436	12.262	-0.001	-0.001	-0.001
Si	4.056	4.043	12.267	0.001	-0.002	0.002
Si	1.317	6.808	12.265	-0.001	0.001	0.002
Si	4.059	9.665	12.201	-0.001	0	0.004
Si	1.381	12.204	12.197	-0.001	0	0.003
Si	4.105	15.046	12.387	0	0.001	0.002
Si	6.751	1.382	12.347	-0.001	-0.001	-0.001
Si	9.518	4.136	12.301	0	-0.002	0.002
Si	6.822	6.728	12.09	-0.001	0	0.001
Si	9.54	9.566	12.049	-0.001	-0.002	-0.002
Si	6.693	12.395	12.28	-0.001	0.002	0.001
Si	9.592	15.013	12.264	-0.001	0.002	0
Si	12.275	1.364	12.316	0	0.002	0.001
Si	15.023	4.163	12.17	0	0	-0.001
Si	12.223	6.822	12.2	0.003	-0.002	0.001
Si	14.967	9.509	12.244	0	-0.001	0.002
Si	12.227	12.312	12.238	0	0.001	-0.002
Si	14.979	15.028	12.232	-0.001	0	0
Si	0.012	2.922	13.653	0.001	0.001	-0.001
Si	2.556	0.044	13.635	0.001	0	-0.005
Si	-0.02	8.186	13.664	0	0	-0.003
Si	2.689	5.417	13.598	0	0	-0.003
Si	-0.007	13.55	13.471	-0.001	0	-0.003
Si	2.738	10.997	13.697	0	0	-0.002
Si	5.294	2.681	13.756	-0.001	-0.001	-0.002
Si	8.271	0.055	13.6	0.002	0.001	0
Si	5.49	8.188	13.285	0	-0.001	0
Si	8.049	5.447	13.649	0	0.001	-0.002
Si	5.508	13.775	13.883	-0.001	0.001	-0.001
Si	8.124	10.922	13.342	0.001	0	-0.002
Si	10.958	2.811	13.647	-0.001	0.001	-0.003
Si	13.695	0.047	13.709	-0.001	-0.001	-0.003
Si	10.862	8.24	13.474	-0.002	0.001	0
Si	13.658	5.495	13.503	0	0	0
Si	10.919	13.705	13.699	0.001	-0.002	0
Si	13.596	10.89	13.539	-0.004	-0.002	-0.002
Si	1.548	4.029	15.151	-0.001	0.004	0.028
Si	3.57	1.602	15.038	-0.002	-0.003	0.027
Si	1.653	9.286	14.913	-0.002	-0.002	0.028
Si	3.964	7.064	14.588	0.002	-0.001	0.024
Si	1.387	14.74	14.873	-0.006	0	0.026
Si	3.758	12.667	15.061	0.002	-0.004	0.026
Si	6.907	3.829	15.031	-0.002	0	0.031
Si	9.336	1.693	14.898	0.003	0.001	0.028
Si	7.028	9.309	14.59	-0.004	0.003	0.019
Si	9.24	7.141	14.713	0.001	-0.002	0.025
Si	7.042	15.234	15.177	0.001	0.007	0.031
Si	9.604	12.041	14.714	-0.001	-0.005	0.027
Si	12.604	3.958	14.889	0	0.002	0.023
Si	14.819	1.758	14.954	0.002	-0.003	0.026
Si	11.918	9.873	14.801	0.003	0.004	0.03
Si	14.832	6.889	14.965	-0.004	-0.001	0.032
Si	12.662	14.702	15.025	0.006	0.002	0.031
Si	14.836	12.387	14.829	0.005	-0.001	0.026
Si	-2.95	8.756	17.01	0	0.002	0.047
Si	16.91	2.777	24.85	0.001	-0.012	-0.035
Si	17.602	20.514	27.418	-0.003	-0.006	-0.055
Si	-3.442	2.743	24.215	0.002	0.001	-0.024
Si	-6.932	17.547	21.61	-0.002	0.003	0.012
Si	-10.37	22.642	25.623	0.005	-0.005	-0.032
Si	8.829	-6.913	19.02	0.003	-0.002	0.029
Si	15.926	0.091	21.565	0	0.006	0.01
Si	-21.25	17.773	19.505	0	-0.004	0.034
Si	-4.036	12.651	26.258	-0.002	0	-0.048
Si	1.789	10.776	22.548	-0.001	-0.003	-0.001
Si	14.749	8.66	21.137	-0.002	-0.002	0.008
Si	-5.004	7.405	18.905	-0.002	0.004	0.034
Si	15.108	11.15	17.58	-0.004	0	0.045
Si	5.103	15.235	22.328	-0.002	0.006	0.007
Si	16.985	-5.862	19.887	-0.003	0.001	0.029
Si	8.163	13.254	17.128	-0.002	-0.006	0.041
Si	15.045	13.695	25.574	0	0.009	-0.037
Si	10.71	-10.948	16.816	-0.001	-0.005	0.043
Si	3.403	18.035	24.352	0	-0.002	-0.017
Si	-6.47	28.646	19.504	0.008	-0.005	0.026
Si	-0.963	27.463	23.956	0	-0.001	-0.015
Si	12.717	4.027	27.882	-0.007	0.007	-0.052
Si	4.132	8.698	22.198	-0.006	-0.002	0.002
Si	1.801	8.543	17.758	0.003	-0.001	0.04
Si	5.071	11.693	26.974	0.002	0	-0.046
Si	6.545	8.029	20.79	-0.004	0.001	0.011
Si	3.602	6.226	27.366	-0.002	-0.004	-0.045
Si	6.322	30.778	27.392	-0.004	-0.004	-0.048
Si	21.662	-27.258	19.731	-0.002	0.003	0.029
Si	-6.833	-3.497	25.014	-0.002	0.004	-0.027
Si	5.229	28.519	17.763	0.002	0.002	0.04
Si	-3.271	31.849	17.937	-0.001	0.001	0.049
Si	21.903	20.035	24.121	-0.007	-0.009	-0.017
Si	20.041	21.89	22.266	-0.005	-0.001	0.005
Si	10.442	3.943	22.692	-0.001	-0.004	-0.007
Si	-3.018	1.209	21.744	0.004	-0.003	0.006
Si	8.301	23.854	26.85	-0.003	-0.003	-0.05
Si	19.21	-1.103	24.281	-0.006	0.01	-0.016
Si	-5.604	12.705	22.358	0.006	0.001	0.001
Si	16.534	-10.561	17.362	-0.001	0.006	0.051
Si	17.956	-0.272	19.558	-0.003	0	0.034
Si	6.527	-7.61	23.635	-0.005	0.001	-0.014
Si	13.07	9.782	25.323	0.011	0.004	-0.034
Si	4.343	-18.03	19.342	-0.01	0.002	0.032
Si	12.335	5.864	21.234	0.003	-0.006	0.011
Si	7.727	10.418	25.74	0.003	0.003	-0.03
Si	19.061	-20.392	25.069	-0.001	0.003	-0.03
Si	26.258	5.474	25.136	0.009	-0.002	-0.029
Si	6.654	3.182	18.015	-0.002	-0.002	0.045
Si	22.785	9.627	17.414	0.004	-0.005	0.045
Si	0.752	12.384	27.285	-0.008	0.004	-0.052
Si	31.456	5.753	20.168	-0.006	0.001	0.03
Si	26.167	2.994	26.86	0.008	0	-0.047
Si	7.219	-1.315	24.454	0.005	0.006	-0.03
Si	13.251	-5.232	21.567	-0.002	-0.003	0.008
Si	9.609	19.044	17.556	0.004	0.003	0.046
Si	-16.512	16.174	24.337	0.004	0.002	-0.02
Si	-9.497	1.186	22.922	-0.002	0.001	-0.006
Si	-5.035	-0.63	23.223	0.001	0.003	-0.013
Si	4.625	-9.065	17.472	0.002	0.003	0.042
Si	5.24	16.825	17.221	0	-0.002	0.044
Si	18.335	1.849	21.554	-0.009	0.002	0.007
Si	0.916	4.431	22.169	0.002	-0.002	-0.001
Si	-2.767	7.596	23.538	0.002	-0.001	-0.013
Si	13.124	5.45	25.388	0.004	0	-0.039
Si	29.224	28.994	19.031	-0.004	-0.006	0.031
Si	28.305	8.615	27.981	0.007	0.001	-0.046
Si	11.374	17.119	25.931	0.007	0.003	-0.05
Si	32.385	-0.051	17.101	-0.001	0	0.052
O	1.351	-0.634	-5.336	0.002	-0.005	0.005
O	1.068	-1.059	-0.388	-0.001	0.005	0.014
O	5.257	13.232	-2.035	0.001	0.004	0.016
O	2.022	2.997	-1.244	0.01	-0.012	0.029
O	-0.308	1.407	-4.717	0	0.004	0.009
O	10.033	1.717	-3.607	-0.002	0.005	0.019
O	17.479	4.645	-12.848	0.008	-0.011	-0.03
O	1.513	9.396	-0.306	-0.002	0.001	0.015
O	-6.281	22.941	-13.468	-0.011	0.011	-0.03
O	-2.756	12.182	-9.075	-0.003	0.004	-0.013
O	27.994	-9.235	-9.048	-0.005	0.005	-0.016
O	9.776	17.826	-13.01	-0.003	-0.007	-0.035
O	-4.034	16.75	-10.849	0.005	-0.008	-0.017
O	11.39	-16.059	-2.004	-0.003	-0.01	0.046
O	12.384	4.785	-0.231	-0.011	0.012	0.022
O	25.025	7.523	-1.062	-0.002	0.005	0.038
O	15.428	15.751	-6.551	-0.001	-0.001	0.004
O	1.985	13.154	-1.45	0.007	0.011	0.035
O	10.973	9.868	-1.207	-0.009	0.011	0.023
O	6.78	4.111	-0.513	-0.001	0.001	0.013
O	2.575	2.813	-13.997	0.002	0	-0.013
O	16.783	-0.831	-8.935	0.005	-0.001	-0.012
O	13.361	21.5	-2.541	-0.001	-0.009	0.03
O	10.81	13.234	-3.576	0.006	-0.001	0.015
O	11.53	5.67	-4.285	-0.001	-0.003	0.009
O	13.65	2.813	-14.039	0	0.002	-0.012
O	25.656	4.293	-3.422	0	-0.009	0.019
O	5.796	-0.583	-1.298	-0.01	0.016	0.029
O	9.584	2.792	-7.524	0.003	0.003	-0.001
O	6.225	16.355	-13.458	0.015	-0.014	-0.03
O	15.33	1.029	-0.388	0.001	-0.002	0.013
O	23.495	-8.168	-7.218	0	-0.001	0
O	26.443	8.465	-10.69	0.003	-0.002	-0.01
O	8.584	14.151	-4.819	-0.001	-0.003	0.009
O	5.072	14.81	-8.713	-0.004	-0.002	-0.014
O	15.798	13.314	-2.533	0.009	-0.006	0.025
O	-7.539	18.94	28.037	-0.013	0.008	0.036
O	-0.393	9.656	20.788	0.004	0.005	-0.008
O	3.858	0.853	16.469	-0.006	0.005	-0.03
O	2.743	-1.408	19.326	0.005	-0.002	-0.009
O	-2.565	24.198	15.715	0.011	-0.014	-0.025
O	-8.217	14.635	16.281	-0.008	0.007	-0.021
O	-0.885	6.044	16.208	-0.011	0.009	-0.034
O	8.051	9.753	17.643	-0.01	0.001	-0.019
O	-17.268	15.258	25.407	-0.004	-0.009	0.015
O	6.535	-12.286	16.626	0.001	0.006	-0.04
O	-7.397	13.261	18.555	-0.011	0.006	-0.025
O	-4.92	19.464	23.701	0.001	-0.002	0.002
O	0.837	0.241	18.242	-0.014	0	-0.03
O	-1.678	-0.588	17.713	0.005	0.003	-0.016
O	17.898	9.378	19.12	0.003	-0.009	-0.02
O	13.38	-6.766	20.987	0.001	0.001	-0.003
O	7.797	17.366	21.627	0.001	0	-0.001
O	4.551	13.088	18.912	0.005	-0.009	-0.019
O	17.948	3.361	21.158	0.001	0.001	0.006
O	12.09	4.846	16.168	0.008	-0.01	-0.024
O	11.327	15.922	24.836	0.001	0.004	0.022
O	12.271	9.734	16.394	-0.008	0.002	-0.027
O	7.45	16.602	24.135	-0.002	-0.006	0.008
O	0.605	1.24	22.086	0	-0.001	-0.002
O	4.23	12.078	16.503	-0.008	0.003	-0.033
O	9.487	12.032	28.914	0.001	-0.001	0.014
O	22.113	1.825	17.94	-0.003	-0.005	-0.016
O	22.778	-1.444	25.856	-0.006	-0.008	0.033
O	20.322	1.314	28.927	0.002	-0.003	0.014
O	13.765	-2.804	15.33	0.001	-0.001	-0.015
O	14.659	10.218	25.132	-0.004	-0.002	0.011
O	10.75	10.956	14.965	0.002	0	-0.015
O	6.249	14.473	23.232	0.002	-0.002	0.007
O	19.269	13.878	25.152	-0.004	-0.012	0.012
O	12.662	18.028	25.446	-0.007	-0.007	0.017
O	17.634	9.478	16.514	-0.001	0.005	-0.033
O	17.355	7.117	17.728	-0.002	-0.003	-0.015
O	3.103	1.798	22.741	0.002	0.001	0.004
O	-2.719	-11.121	20.449	0.002	0.001	-0.007
O	-2.008	11.251	22.74	-0.001	-0.002	0.002
O	-5.071	4.715	21.539	0	0.003	-0.001
O	-1.653	9.572	17.555	-0.004	-0.004	-0.015
O	6.786	9.346	29.084	0	0	0.014
O	-0.655	1.292	16.278	-0.009	0.01	-0.029
O	-0.731	12.674	24.437	-0.001	0.005	0.013
O	-8.649	25.051	19.902	0.006	0.004	-0.014
O	9.274	10.822	19.669	-0.002	0	-0.01
O	-8.15	19.037	18.305	0	0.001	-0.018
O	-6.513	-4.15	23.57	-0.004	0.002	0.009
O	9.603	-11.301	23.591	0.001	0.004	0.011
O	18.746	0.981	20.254	0	-0.006	-0.011
O	8.941	-4.111	16.186	0.004	-0.002	-0.03
O	16.407	-5.106	28.187	0.002	-0.013	0.035
O	0.344	3.638	26.201	0.007	0.012	0.034
O	14.939	7.372	20.178	0.001	-0.002	-0.008
O	4.642	2.601	24.849	0	0.002	0.006
O	4.569	6.023	18.466	-0.003	0.014	-0.024
O	0.421	10.489	23.394	-0.001	0.001	0.003
O	11.316	19.715	27.403	0.006	0.002	0.022
O	10.954	5.954	18.294	-0.002	-0.008	-0.024
O	11.358	-4.15	18.903	-0.003	-0.001	-0.011
O	5.05	9.337	23.37	0.003	-0.001	0.004
O	5.59	27.027	18.28	0.003	0	-0.019
O	20.741	6.58	26.006	-0.008	0	0.021
O	-4.04	11.176	25.57	-0.003	0.004	0.014
O	2.407	5.233	26.929	0.001	0.002	0.017
O	3.598	14.93	22.857	0	-0.001	0.003
O	-2.584	2.174	22.965	-0.006	0.001	0.006
O	15.59	11.681	16.12	-0.001	0.01	-0.036
O	19.151	8.154	14.979	0.001	-0.002	-0.014
O	-0.101	-4.977	18.744	-0.007	0.001	-0.019
O	16.078	5.22	21.376	-0.003	0.003	-0.007
O	4.696	-5.468	28.311	0.003	-0.01	0.033
O	40.892	9.1	26.509	0.001	-0.008	0.017
O	12.339	1.993	20.717	-0.004	0	-0.01
O	9.682	4.149	16.81	0.002	0.007	-0.016
O	-12.952	8.252	17.699	0	-0.003	-0.019
O	2.612	11.806	23.51	0.001	0.002	0.011
O	-5.465	2.639	18.572	-0.011	0.005	-0.022
O	12.752	22.87	22.639	0	0.002	0.002
O	8.051	2.679	15.057	-0.003	0.002	-0.014
O	3.665	0.188	24.881	0.001	-0.002	0.008
O	13.963	23.06	24.856	-0.002	-0.004	0.013
O	8.123	8.24	15.197	0.001	-0.002	-0.011
O	7.428	9.909	24.234	0.003	0.004	0.014
O	6.917	6.673	26.875	0.006	0.004	0.021
O	5.043	15.635	18.284	0.006	0.015	-0.024
O	16.586	4.995	28.355	-0.012	0.015	0.032
O	10.074	17.139	20.19	0.003	0.001	-0.012
O	14.833	8.123	22.674	-0.002	0	0
O	15.772	5.307	18.735	0.01	0	-0.029
O	5.434	0.493	22.479	0	-0.002	-0.002
O	12.552	25.093	26.477	-0.011	-0.006	0.032
O	13.29	8.839	28.871	0.013	-0.005	0.023
O	6.207	26.288	15.851	0.003	-0.004	-0.034
O	-2.896	-2.75	25.584	-0.004	-0.003	0.017
O	0.419	15.21	16.107	0.014	-0.013	-0.031
O	28.899	-0.046	22.423	-0.002	-0.001	0.002
O	12.351	14.83	28.979	-0.003	0.009	0.013
O	17.786	11.328	21.03	-0.001	-0.001	-0.008
O	18.915	13.763	15.436	-0.001	0.001	-0.013
O	20.99	22.952	15.994	-0.004	-0.004	-0.034
O	13.789	19.185	28.109	0.007	-0.01	0.026
O	10.002	16.519	22.705	0	-0.001	0.001
O	-9.923	7.397	24.533	-0.001	-0.007	0.014
O	29.05	25.25	23.978	-0.001	0.003	0.012
O	6.616	12.874	17.32	0.01	0.005	-0.014
O	9.28	-9.491	25.738	-0.007	0.006	0.016
O	-19.743	-18.394	18.942	0	0.004	-0.016
O	-10.203	4.079	19.255	0.005	-0.008	-0.019
O	-11.277	25.077	20.825	0.003	-0.001	-0.005
O	-5.013	-2.205	22.87	-0.002	-0.003	0.001
O	3.984	-9.208	22.516	0.002	0.001	-0.001
O	6.375	22.804	20.363	-0.002	-0.003	-0.008
O	-2.695	20.431	24.645	0	0.006	0.012
O	11.789	27.837	22.11	-0.002	0.001	-0.002
O	-13.625	-6.876	22.243	0.001	0.001	0
O	2.131	5.415	22.565	0.003	-0.001	0.001
O	4.611	4.626	23.216	0.002	0	0.003
O	2.104	-14.021	25.053	-0.003	0.005	0.009
O	25.099	11.637	25.806	-0.003	-0.006	0.013
O	9.918	-3.351	20.981	-0.001	-0.004	-0.01
O	12.295	15.261	16.523	-0.004	-0.009	-0.042
O	12.685	7.925	18.193	0.008	0.008	-0.023
O	-2.555	12.012	17.863	0.008	-0.006	-0.016
O	12.762	12.599	27.831	0.005	0.005	0.046
O	6.646	2.762	23.32	-0.003	0.002	0.004
O	17.742	11.829	25.912	-0.008	0.001	0.026
O	3.983	11.575	25.801	0.011	-0.004	0.019
O	4.148	5.088	20.783	0.006	0	-0.011
O	4.678	5.499	28.314	0.014	-0.009	0.031
O	16.705	3.706	23.525	-0.001	-0.002	0.01
O	7.731	-2.436	28.005	0.011	-0.008	0.029
O	14.603	17.055	20.885	-0.001	0	-0.004
O	22.295	-8.205	17.754	-0.005	0.001	-0.013
O	11.343	7.127	28.339	-0.001	-0.005	0.022
O	22.573	4.773	25.146	0.002	0.012	0.014
O	3.062	7.54	28.151	-0.007	0.013	0.028
O	14.947	6.782	29.336	0.001	0	0.016
O	22.739	11.024	26.412	-0.012	0.005	0.016

Results
free energy: -283318.860 eV
free energy less fixed offsets of O -570.45, Si -639.56 eV per atom: -5.500 eV

The program warned: the cutoff lies below the one the program advises for these potential files; the forces do not sum to zero within the program's tolerance; empty levels may hold ghost states of the PAW files; the exchange-correlation potential is rough where the density is thin.
